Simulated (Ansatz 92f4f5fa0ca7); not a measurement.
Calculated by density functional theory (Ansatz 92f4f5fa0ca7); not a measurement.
Periodic cell of 236 atoms, Si145O89As2, from a study of silicon, its oxide and their interface. The atomic structure is a simulated model.

Settings
functional: PBE
potential files: Ansatz PAW
basis: plane waves
wave-function cutoff: 700 eV
density cutoff ratio: 5
exchange-correlation grid ratio: 1
k mesh: 2 x 2 x 1, shifted by 0.5 0.5 0.5 of a step
self-consistency stop: 5e-08 eV per atom in the density residual
occupations: fixed
spin: none
net charge: 0

Cell vectors (angstrom)
a	11.6015	0	0
b	0	10.938	0
c	0	0	32.0622

Atoms and the computed forces on them: element, x, y, z (angstrom), force x, y, z (eV/angstrom)
Si	-0.2322	-0.0336	23.2906	-0.0252	-0.0451	-0.0081
Si	3.6452	0.1902	23.3396	-0.035	-0.0542	-0.0111
Si	7.5087	-0.1176	23.4412	0.0329	-0.0582	-0.0586
Si	1.6531	1.4084	23.4248	-0.0089	0.0151	-0.0443
Si	5.6956	1.4285	23.2481	0.0524	0.0622	-0.0134
Si	9.4032	1.2418	23.3508	-0.0069	0.0494	-0.0371
Si	0.1436	5.3319	23.4344	-0.0783	-0.0287	-0.0402
Si	4.0887	5.3387	23.4233	-0.0178	-0.0187	-0.0636
Si	8.0145	5.614	23.5391	0.0578	-0.0695	0.0092
Si	2.1303	6.6288	23.3382	0.0015	0.0652	0.0009
Si	5.941	6.7873	23.5015	-0.0978	0.0361	-0.0257
Si	9.9798	6.8815	23.5964	0.0132	0.0275	-0.0642
Si	1.8577	2.7124	25.3778	0.0123	-0.0511	0.0056
Si	5.7977	2.6883	25.2872	0.056	-0.0779	-0.0162
Si	9.5987	2.7163	25.2477	0.0059	-0.0963	-0.0297
Si	11.5586	4.0526	25.3838	0.013	0.062	-0.0002
Si	3.8557	4.0033	25.3386	0.0033	0.0648	0.0122
Si	7.7107	4.1174	25.3512	-0.0157	0.0847	-0.002
Si	1.9536	8.1643	25.1975	-0.0154	-0.0869	0.0072
Si	5.7844	8.1717	25.4001	-0.0136	-0.0721	-0.0087
Si	9.7034	8.2742	25.4361	0.0116	-0.0603	-0.0032
Si	11.6254	9.5787	25.2659	0.0436	0.0639	-0.0112
Si	3.8611	9.5824	25.2086	0.0181	0.0966	-0.013
Si	7.6866	9.5367	25.4019	-0.0135	0.0462	-0.009
Si	11.6338	0.0069	27.2056	-0.0168	-0.057	0.0112
Si	3.8847	-0.0314	27.1943	-0.0197	-0.0462	0.0175
Si	7.75	0.0008	27.2791	-0.0155	-0.0334	0.0009
Si	1.9637	1.3355	27.2696	-0.016	0.0476	-0.005
Si	5.8159	1.337	27.226	-0.0185	0.0476	0.0088
Si	9.6822	1.3533	27.1954	-0.0199	0.041	0.0201
Si	11.5691	5.4892	27.2491	0.0183	-0.048	0.0112
Si	3.8283	5.4384	27.2313	-0.0057	-0.0332	0.0031
Si	7.7028	5.4722	27.2795	0.0138	-0.042	-0.0022
Si	1.9165	6.8367	27.1828	0.0235	0.041	0.0098
Si	5.7509	6.8013	27.2972	0.0085	0.0404	0.0007
Si	9.6379	6.8341	27.2931	-0.0022	0.0335	-0.0039
Si	1.933	2.7313	29.1742	0.0058	-0.0272	0.0083
Si	5.7894	2.7225	29.1534	-0.0025	-0.0284	0.0039
Si	9.6753	2.7271	29.1445	0.0026	-0.0326	0.0041
Si	0.002	4.1028	29.1653	-0.0062	0.0284	0.0075
Si	3.857	4.0919	29.1722	0.0001	0.0287	0.0031
Si	7.729	4.081	29.18	0.0032	0.0248	0.0026
Si	1.9271	8.1925	29.1405	0.0023	-0.0304	0.0085
Si	5.785	8.2038	29.1871	-0.0067	-0.0231	0.0039
Si	9.6646	8.2174	29.1937	0.0023	-0.0279	0.0046
Si	0.0006	9.5738	29.1474	0.0065	0.0288	0.0094
Si	3.8583	9.5662	29.1537	-0.0002	0.0262	0.0016
Si	7.726	9.5592	29.1874	0.0052	0.0246	0.0059
Si	0	0	31.0965	0.0281	-0.0294	-0.0722
Si	3.8672	0	31.0965	-0.0231	-0.0016	-0.059
Si	7.7343	0	31.0965	-0.0308	0.0372	0.1182
Si	1.9336	1.3673	31.0965	-0.0241	-0.0184	0.0794
Si	5.8008	1.3673	31.0965	0.0007	0.0349	-0.0606
Si	9.6679	1.3673	31.0965	0.017	-0.0219	-0.0839
Si	0	5.469	31.0965	0.0091	-0.0509	0.0167
Si	3.8672	5.469	31.0965	0.0147	0.0056	0.0249
Si	7.7343	5.469	31.0965	-0.0056	-0.054	0.0432
Si	1.9336	6.8362	31.0965	-0.012	0.0357	-0.1203
Si	5.8008	6.8362	31.0965	-0.0235	-0.0245	0.1398
Si	9.6679	6.8362	31.0965	0.0366	-0.0652	0.1616
Si	1.9336	2.7345	0.9679	0.0433	0.0215	0.0411
Si	5.8008	2.7345	0.9679	-0.0283	0.0101	-0.2072
Si	9.6679	2.7345	0.9679	0.0217	0.0148	0.0335
Si	0	4.1018	0.9679	-0.0969	0.0271	-0.1261
Si	3.8672	4.1018	0.9679	0.0381	0.0341	0.0352
Si	7.7343	4.1018	0.9679	0.0787	0.0798	0.0471
Si	1.9336	8.2035	0.9679	0.0201	0	-0.086
Si	5.8008	8.2035	0.9679	0.0274	0.0311	-0.0748
Si	9.6679	8.2035	0.9679	-0.029	0.0496	0.08
Si	0	9.5708	0.9679	-0.0069	0.0532	-0.0012
Si	3.8672	9.5708	0.9679	-0.0052	0.0243	0.0481
Si	7.7343	9.5708	0.9679	0.0549	-0.0336	-0.0076
Si	11.6227	0.0231	2.8933	0.0101	-0.0524	-0.0139
Si	3.8739	0.0013	2.9139	-0.0172	-0.0527	-0.0053
Si	7.7583	0.0035	2.8926	0.0018	-0.0444	0.0032
Si	1.9535	1.3814	2.9084	-0.0193	0.0387	0.0034
Si	5.8282	1.3413	2.8533	0.0045	0.0495	-0.0064
Si	9.6733	1.3713	2.9125	-0.0232	0.05	-0.0117
Si	11.58	5.4943	2.8675	-0.0175	-0.0508	0.0022
Si	3.8953	5.4805	2.9021	0.0152	-0.0401	-0.0078
Si	7.7567	5.497	2.8906	0.0073	-0.0497	-0.0081
Si	1.9325	6.8035	2.8677	-0.0077	0.051	-0.0019
Si	5.8287	6.8428	2.8867	-0.0159	0.0398	0.0042
Si	9.6734	6.8898	2.9398	-0.0033	0.033	-0.001
Si	1.94	2.8122	4.8021	0.0112	-0.048	0
Si	5.8588	2.7046	4.7524	0.0378	-0.0864	0.0211
Si	9.6229	2.7666	4.8353	-0.0038	-0.0809	-0.0011
Si	11.5643	4.1	4.7559	0.0002	0.0699	-0.0087
Si	3.9424	4.0791	4.8094	0.0256	0.0706	0.0116
Si	7.7442	4.1796	4.844	0.0027	0.0928	0.0193
Si	1.9153	8.1383	4.7959	-0.0092	-0.0668	0.0163
Si	5.8409	8.2358	4.7906	0.0479	-0.0512	-0.0111
Si	9.6858	8.309	4.8787	0.0018	-0.0896	-0.0112
Si	11.6581	9.6358	4.8454	0.0449	0.0955	0.0139
Si	3.8496	9.465	4.7828	-0.0292	0.0698	-0.0063
Si	7.7489	9.6651	4.8804	-0.0019	0.0574	0.0086
Si	11.6422	0.1936	6.7329	0.0148	-0.0511	-0.0056
Si	3.7799	-0.079	6.6454	-0.0459	0.016	0.0898
Si	7.7479	0.0454	6.9054	0.0341	-0.0504	0.0013
Si	2.0801	1.4851	6.7348	0.0418	0.0188	0.0042
Si	5.74	1.2551	6.6296	-0.1233	0.0591	-0.0116
Si	9.6988	1.4889	6.8389	-0.0176	0.0049	0.0666
Si	11.5638	5.4672	6.6556	-0.042	-0.037	0.0602
Si	4.012	5.4125	6.7723	0.0586	-0.0207	0.0459
Si	7.7847	5.6254	6.7813	-0.0121	-0.0912	-0.0067
Si	2.0046	6.6187	6.6285	-0.0406	0.074	-0.0038
Si	5.8557	6.9365	6.744	-0.0675	0.0368	0.061
Si	9.7937	7.0002	6.8573	0.008	0.0419	0.0473
O	10.0582	7.9085	8.2558	-0.0163	0.0106	-0.0304
O	7.6928	9.9101	8.2021	-0.014	-0.0096	-0.0208
O	7.5259	4.6024	8.0731	0.0386	-0.0002	0.0046
O	3.3639	10.2933	8.178	0.0548	-0.0414	0.0203
O	2.0369	7.4909	8.0263	-0.0037	0.0068	0.0026
O	4.0243	4.5659	8.2286	-0.002	-0.0087	-0.0393
O	9.906	2.3873	8.2375	-0.0129	0.042	-0.0085
O	2.6345	2.3161	8.1061	-0.0087	0.0156	-0.0288
O	11.428	4.5652	8.0398	0.0108	-0.0238	-0.0124
O	5.3823	2.3386	7.8313	-0.0057	0.0072	-0.0078
O	5.8622	7.9379	8.0829	0.0181	0.0169	-0.0198
O	11.4271	10.2165	8.0837	0.0227	-0.025	-0.0062
O	11.1804	10.1388	21.8043	0.0176	-0.0127	0.039
O	3.2043	10.3935	21.9011	0.0778	-0.0317	-0.0238
O	5.6729	7.8333	22.2294	0.0579	0.0273	0.0076
O	4.1982	4.4899	21.9807	0.0238	-0.0259	0.007
O	7.5881	9.7299	22.1579	-0.0377	-0.0034	0.0187
O	10.2129	7.724	22.1876	0.0023	0.0376	-0.0053
O	1.62	2.3366	22.041	-0.0433	0.035	-0.0054
O	5.8866	2.4526	21.9294	-0.0287	0.0045	0.0317
O	8.4982	4.6929	22.2305	-0.0438	-0.0124	-0.02
O	-0.0632	4.4046	22.0501	0.0343	-0.0085	0.0256
O	2.301	7.3973	21.8821	-0.0226	0.0053	0.0083
O	9.1255	1.8266	21.8191	0.0338	0.0183	-0.0147
Si	1.9405	7.7247	9.6086	0.0088	-0.0019	-0.0032
As	4.7873	0.5289	17.9099	-0.0209	0.0294	0.0192
Si	2.4467	5.2549	13.9419	0.0204	-0.0051	0.0077
Si	10.491	3.7714	14.0117	-0.0024	-0.0079	0.0061
Si	8.1843	2.2459	15.1885	-0.0102	-0.0043	0.0146
Si	9.529	2.1935	20.2869	-0.0079	-0.0064	-0.0001
Si	10.5995	3.6251	9.0689	0.001	0.0026	-0.0078
Si	0.1529	2.3168	11.5269	0.001	-0.0008	0.0008
Si	10.9855	8.1001	15.4083	0.0045	0.0092	0.0106
Si	5.139	6.7693	13.8473	-0.0094	0.0343	0.0232
Si	5.7807	2.6023	11.0901	-0.0007	-0.0058	0.0071
Si	8.5209	7.64	19.4139	-0.0093	-0.0047	-0.0051
Si	8.1371	4.8235	20.6472	-0.0046	-0.0024	0.0075
As	5.9348	9.5928	15.0156	-0.0203	-0.0228	0.002
Si	2.0065	7.7272	20.319	0.0132	0.0226	-0.0203
Si	1.8947	4.9587	18.7821	0.0111	-0.003	-0.0067
Si	4.485	3.5489	18.0664	-0.011	-0.017	-0.0219
Si	8.4308	8.87	16.7736	-0.0166	0.0042	-0.0002
Si	0.8343	9.4229	13.2873	0.0122	0.005	0.0145
Si	10.034	10.6398	11.5915	-0.0075	0.0036	0.0058
Si	5.3422	3.7486	21.0721	-0.0046	0.0189	-0.0036
Si	0.5444	5.4013	16.2068	0.0019	0	0.0092
Si	10.8496	9.0872	9.0868	0.0149	0.0148	0.0079
Si	6.4816	8.8891	21.2918	-0.0181	0.0003	-0.0047
Si	7.1224	7.0595	11.4069	-0.0059	0.0012	0.0068
Si	2.7222	0.6717	12.2047	0.0093	-0.0041	0.0091
Si	10.7774	8.7395	21.052	0.0004	-0.025	-0.0113
Si	5.9918	4.2419	15.5892	0.0041	-0.005	0.016
Si	7.1396	0.3743	12.8156	-0.0032	-0.0102	0.0042
Si	4.075	2.9618	8.5839	0.012	-0.0081	0.009
Si	0.8645	6.6868	11.8953	0.005	-0.002	-0.0059
Si	6.5971	9.0326	9.0561	-0.0096	0.0119	0.0092
Si	0.6648	3.2721	21.1074	0.009	-0.0216	-0.0039
Si	9.7697	6.4917	12.8944	-0.0017	-0.0008	0.0018
Si	7.7889	4.4893	9.6757	-0.0051	-0.0098	0.0065
Si	3.8436	10.1316	20.431	-0.0077	0.0168	0.0033
Si	4.2625	2.9268	13.5113	-0.0051	-0.0029	0.0153
Si	3.8655	9.9567	9.7005	-0.002	0.0003	-0.0139
Si	7.9343	0.7849	18.0245	-0.0183	-0.0005	-0.0058
O	11.4755	3.1414	12.8905	-0.0091	0.0004	-0.0147
O	9.4044	4.4059	9.8756	-0.0081	-0.0096	-0.0203
O	8.7496	3.5555	19.8498	0.0041	-0.006	0.0168
O	3.765	0.4705	19.4147	-0.0025	-0.0529	-0.003
O	11.2234	4.394	15.3263	0.0002	0.0086	-0.0074
O	9.8956	9.7535	10.2256	0.0256	0.0025	0.0018
O	3.8627	1.3865	13.1421	-0.0188	0.0212	-0.0235
O	0.591	9.0542	14.8594	-0.0204	-0.0188	-0.0254
O	6.4118	1.1664	18.5173	0.0544	-0.0264	-0.0263
O	4.766	3.2818	19.642	-0.0063	0.0127	0.0242
O	6.2936	1.1534	11.6547	0.0106	0.0108	0.0174
O	0.5811	8.5889	9.8789	-0.0015	-0.0063	-0.0129
O	5.6736	4.2834	17.1983	-0.0106	-0.0133	-0.0296
O	8.3981	7.1415	12.3839	-0.0011	-0.016	-0.0143
O	4.4215	2.6419	10.1531	0.0117	0.0138	-0.0111
O	2.0239	5.4495	15.5008	-0.0218	-0.0102	-0.0397
O	3.3716	0.0018	10.8807	-0.0009	-0.0101	0.0056
O	5.8305	6.9994	12.3901	0.0103	0.001	0.0035
O	2.154	6.4588	19.3347	-0.0147	0.0011	0.0179
O	0.6473	4.8637	17.738	0.0203	0.0022	-0.0038
O	8.5645	10.8361	12.2223	0.0017	0.0108	0.0023
O	5.4812	10.0609	9.6376	0.0047	-0.029	-0.0092
O	0.4815	8.2572	20.2214	0.0216	-0.0129	0.0235
O	9.6353	2.488	14.5222	-0.0155	0.0119	0.0032
O	2.0011	10.5404	13.1923	-0.0181	0.0026	-0.0239
O	9.9562	9.0516	16.2286	-0.0154	-0.0266	-0.0048
O	6.3413	9.9622	13.2944	0.0134	0.0263	-0.0007
O	7.3248	1.2933	14.1698	0.0138	-0.0019	-0.0221
O	1.6401	3.9681	20.0299	-0.0123	0.0127	-0.0025
O	5.8743	5.6821	14.8329	-0.0172	-0.016	-0.0051
O	7.4393	8.6766	15.4878	0.0173	0.0111	0.0341
O	1.6517	1.7359	11.6374	-0.0077	-0.0144	0.0127
O	7.2098	8.3157	10.3752	-0.0074	-0.005	-0.0215
O	4.1257	2.0894	17.3977	0.0269	0.014	0.0338
O	7.0596	3.1686	10.2688	-0.0055	0.0198	-0.0058
O	11.5593	6.9151	16.3567	0.005	-0.0059	-0.0296
O	7.9608	10.136	17.6763	0.0138	0.0036	-0.0213
O	3.3044	8.4725	10.0816	-0.0144	0.0085	-0.0064
O	7.5096	3.7145	15.3703	-0.023	-0.0191	-0.0035
O	3.2115	4.5302	17.9519	-0.0133	-0.0108	0.0257
O	2.8619	3.7323	13.5831	0.0165	0.033	0.008
O	1.368	8.1132	12.4963	-0.0257	-0.0102	-0.0028
O	1.1493	5.5626	13.0223	0.0186	0.014	-0.0064
O	4.9427	8.1739	14.6629	0.0343	-0.0306	-0.0237
O	11.1509	2.4036	20.2794	-0.0048	0.0203	0.0222
O	11.017	9.9262	12.6695	0.0079	0.0047	-0.0155
O	5.3293	3.4939	12.3934	-0.0091	-0.0358	0.005
O	4.9835	3.1155	14.9522	0.0072	0.0314	-0.0289
O	6.5036	4.8355	20.6586	0.0042	-0.0216	-0.0045
O	8.3387	1.5623	16.6499	-0.0114	-0.003	0.0041
O	10.6383	1.1674	11.2573	0.0074	-0.0106	0.0194
O	10.8535	6.6292	11.6709	-0.0018	-0.0047	0.0309
O	3.0814	8.8389	19.7943	-0.0128	0.0084	0.0352
O	1.7166	6.3872	10.5282	-0.0131	0.0228	0.0182
O	7.1004	8.0856	20.0444	0.0223	0.004	0.0066
O	8.4023	7.5825	17.7884	0.0053	0.0209	0.0169
O	3.6369	6.2585	13.5297	-0.0253	-0.0355	0.0161
O	9.5607	4.9305	13.3256	0.0283	0.0131	0.0035
O	5.4418	9.9308	20.632	-0.0274	-0.0207	-0.0014
O	10.2428	7.3765	14.1618	0.0129	-0.0057	-0.0041
O	8.8079	6.1326	19.9569	-0.0119	0.0003	0.008
O	7.1511	5.7377	10.471	0.0187	-0.0097	-0.0077
O	9.036	1.0789	19.2008	-0.0014	0.0126	0.0007
O	11.7059	3.2278	10.1837	-0.0173	-0.0019	0.0102
O	9.6273	8.7512	19.8917	-0.0181	-0.0126	0.0034

Results
free energy: -152518.827 eV
free energy less fixed offsets of As -4857.07, O -569.03, Si -635.61 eV per atom: 2.433 eV

The program warned: the cutoff lies below the one the program advises for these potential files; the forces do not sum to zero within the program's tolerance; the exchange-correlation potential is rough where the density is thin.
